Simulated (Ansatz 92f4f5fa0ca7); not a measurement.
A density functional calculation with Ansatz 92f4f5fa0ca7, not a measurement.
Periodic cell of 256 atoms, Si144O112, from a study of silicon, its oxide and their interface. The atomic structure is a simulated model.
Doubt: the cutoff is far below the 930 eV that the study's wrapper takes by default for these files, so forces and energies are approximate.

Settings
functional: PBE
potential files: Ansatz PAW
basis: plane waves
wave-function cutoff: 580 eV
density cutoff ratio: 5
exchange-correlation grid ratio: 1
k mesh: 1 x 1 x 1, Gamma-centred
self-consistency stop: 5e-08 eV per atom in the density residual
occupations: fixed
spin: none
net charge: 0

Cell vectors (angstrom)
a, 10.938, 0, 0
b, 0, 10.938, 0
c, -2.041, -3.4872, 36.6533

Atoms and the computed forces on them: element, x, y, z (angstrom), force x, y, z (eV/angstrom)
Si, -0.3825, -5.1325, 29.2394, -0.0027, -0.0385, -0.1733
Si, 2.2814, -2.4579, 29.0918, -0.0009, 0.0672, -0.0861
Si, -1.0763, 0.9541, 29.2554, 0.1405, 0.0629, -0.3424
Si, 1.8159, -7.3187, 29.1697, -0.207, 0.1398, -0.1707
Si, -6.4326, -4.6814, 29.0253, -0.0155, 0.0982, -0.0274
Si, -3.6002, -1.8296, 29.0582, -0.0496, 0.0455, -0.1128
Si, 5.1683, 0.4106, 29.1673, 0.0057, -0.0967, -0.147
Si, -3.2759, -7.7579, 29.2287, 0.0508, -0.0908, -0.2817
Si, 0.7498, -3.5254, 30.536, -0.0518, -0.032, -0.1468
Si, 3.4575, -0.7841, 30.3876, 0.0232, -0.0136, -0.2741
Si, 0.6636, -8.9311, 30.485, -0.0234, -0.0124, -0.2215
Si, 3.4069, -6.189, 30.4992, -0.0074, -0.0276, -0.1648
Si, -4.7967, -3.4795, 30.3679, -0.0236, 0.0287, -0.2963
Si, -2.0857, -0.736, 30.5233, -0.0565, -0.0686, -0.0976
Si, 6.1954, 1.9649, 30.5995, -0.0542, -0.0414, -0.1951
Si, -2.04, -6.2229, 30.5362, 0.0794, 0.0278, -0.2531
Si, -0.6657, -2.1226, 31.8352, 0.0015, 0.0022, 0.0793
Si, 2.0724, 0.5971, 31.7979, 0.0059, -0.004, 0.039
Si, -0.6758, -7.5887, 31.8995, -0.0449, -0.0367, 0.0066
Si, 2.0796, -4.8592, 31.9121, 0.0286, -0.0191, 0.1288
Si, 4.7973, -2.1253, 31.8374, 0.0222, -0.0468, -0.1209
Si, 7.5378, 0.5999, 31.9296, 0.0648, 0.0629, 0.1616
Si, 4.7754, 3.3551, 31.853, -0.0096, 0.0477, 0.1114
Si, -3.4276, -4.8216, 31.8207, -0.0607, 0.0264, 0.046
Si, -2.041, -3.4872, 33.235, -0.0593, 0.0813, -0.2733
Si, 0.6935, -0.7527, 33.235, 0.0932, 0.0366, -0.3437
Si, -2.041, 1.9818, 33.235, 0.1281, -0.0449, 0.3901
Si, 0.6935, -6.2217, 33.235, 0.0132, 0.0012, 0.2639
Si, 3.428, -3.4872, 33.235, 0.214, 0.1132, 0.1475
Si, 6.1625, -0.7527, 33.235, -0.1903, -0.2022, 0.1615
Si, 3.428, 1.9818, 33.235, -0.1533, -0.1065, -0.281
Si, 6.1625, -6.2217, 33.235, -0.0295, 0.1272, -0.292
Si, 1.3673, -1.3673, 3.418, 0.035, -0.0191, 0.3659
Si, 4.1018, 1.3673, 3.418, -0.0224, -0.0376, 0.3913
Si, 1.3673, 4.1018, 3.418, -0.0238, -0.0295, -0.1859
Si, 4.1018, -4.1018, 3.418, -0.2101, 0.1371, -0.5293
Si, 6.8362, -1.3673, 3.418, 0.0414, 0.0757, -0.2919
Si, -1.3673, 1.3673, 3.418, 0.0707, -0.0429, -0.3633
Si, 6.8362, 4.1018, 3.418, 0.044, -0.0587, 0.1427
Si, -1.3673, 6.8362, 3.418, 0.0494, -0.003, 0.3611
Si, 2.7302, -0.0038, 4.8467, 0.0184, -0.0112, -0.0751
Si, 5.4822, 2.7354, 4.816, 0.016, -0.0394, -0.0311
Si, 2.7131, 5.5057, 4.7422, 0.0035, 0.0311, -0.0754
Si, 5.4188, -2.6972, 4.7246, -0.0592, 0.0039, -0.0356
Si, -2.7023, -0.0172, 4.7508, 0.0108, 0.012, -0.0688
Si, 0.0157, 2.703, 4.7601, -0.0066, -0.02, 0.0193
Si, 8.1983, 5.459, 4.8108, 0.0525, -0.0254, 0.0095
Si, 0.0054, -2.7328, 4.8403, 0.0166, -0.0239, -0.0795
Si, 1.3294, 1.3522, 6.2129, 0.0578, 0.0274, 0.2537
Si, 4.0672, 4.1687, 6.0851, 0.0311, -0.0194, 0.1983
Si, 1.4054, -4.1038, 6.2007, -0.0366, -0.0425, 0.1535
Si, 4.1137, -1.3917, 6.2077, -0.049, 0.0475, 0.2435
Si, -4.0369, 1.3164, 6.1319, -0.0216, 0.0748, 0.1539
Si, -1.3286, 4.0367, 6.1464, -0.0312, 0.0582, 0.1914
Si, 6.7449, -4.0547, 6.0479, 0.0427, -0.0569, 0.237
Si, -1.3601, -1.3298, 6.1869, -0.058, -0.0466, 0.1711
Si, -0.2251, 0.187, 7.6467, -0.14, 0.0943, 0.1809
Si, 2.5101, 3.0272, 7.4181, -0.0415, 0.0894, 0.1963
Si, 0.2817, -5.7655, 7.4681, 0.0262, -0.1225, 0.2527
Si, 2.9741, -2.9742, 7.6065, 0.1151, -0.1232, 0.2505
Si, 5.7749, -0.2547, 7.4843, 0.1776, -0.1136, 0.297
Si, -2.4292, 2.4047, 7.4987, 0.0439, -0.0092, 0.2156
Si, 5.1819, 5.7636, 7.4434, 0.0207, 0.0383, 0.1963
Si, -3.0488, -2.4896, 7.3639, -0.0709, -0.0363, 0.234
Si, -0.6738, -4.8545, 34.6023, 0.0211, -0.0465, -0.0158
Si, 2.0607, -2.12, 34.6023, 0.0415, 0.0039, -0.0313
Si, -0.6738, 0.6145, 34.6023, -0.0045, 0.083, -0.0032
Si, 2.0607, 3.349, 34.6023, -0.0775, -0.0342, -0.0013
Si, 4.7952, -4.8545, 34.6023, 0.0155, 0.0555, -0.0039
Si, -3.4083, -2.12, 34.6023, -0.0227, 0.014, -0.0008
Si, 4.7952, 0.6145, 34.6023, -0.0148, -0.0593, -0.0259
Si, 7.5297, 3.349, 34.6023, 0.048, -0.007, -0.0318
Si, 0.6935, -3.4872, 35.9695, 0.0054, 0.0376, -0.0278
Si, 3.428, -0.7527, 35.9695, -0.022, 0.0403, -0.0191
Si, 0.6935, 1.9818, 35.9695, 0.0233, -0.0343, 0.0025
Si, 3.428, -6.2217, 35.9695, 0.0207, -0.0022, -0.0204
Si, -4.7755, -3.4872, 35.9695, 0.0187, -0.0453, -0.004
Si, -2.041, -0.7527, 35.9695, 0.0184, -0.0059, -0.0157
Si, 6.1625, 1.9818, 35.9695, -0.0175, 0.0111, -0.037
Si, -2.041, -6.2217, 35.9695, -0.0469, -0.0088, -0.0208
Si, 1.3673, 1.3673, 0.6835, 0.0093, -0.0366, 0.0257
Si, 4.1018, 4.1018, 0.6835, 0.0227, -0.013, 0.0261
Si, 1.3673, 6.8362, 0.6835, -0.0061, 0.0383, 0.0102
Si, 4.1018, -1.3673, 0.6835, -0.0484, -0.0022, 0.0153
Si, 6.8362, 1.3673, 0.6835, -0.0241, 0.0318, 0.005
Si, -1.3673, 4.1018, 0.6835, -0.0185, 0.031, 0.0098
Si, 6.8362, -4.1018, 0.6835, 0.0237, -0.0362, 0.0188
Si, -1.3673, -1.3673, 0.6835, 0.0359, -0.0026, 0.0273
Si, 0, 0, 2.0507, -0.03, 0.0373, 0.0137
Si, 2.7345, 2.7345, 2.0507, -0.0004, 0.0581, 0.0208
Si, 0, 5.469, 2.0507, -0.0169, -0.053, 0.0109
Si, 2.7345, -2.7345, 2.0507, 0.0342, -0.065, -0.0225
Si, 5.469, 0, 2.0507, 0.0684, 0.0088, 0
Si, 8.2035, 2.7345, 2.0507, 0.0192, -0.01, 0.0088
Si, 5.469, 5.469, 2.0507, -0.0166, 0.0237, 0.0305
Si, 8.2035, -2.7345, 2.0507, -0.0599, -0.0052, 0.0158
Si, 0.6304, -8.5426, 22.5715, -0.0453, 0.05, 0.2569
Si, 4.1127, 4.2027, 14.286, 0.1884, -0.1242, -0.2155
Si, 0.0315, -4.9183, 16.3083, -0.0679, 0.0542, -0.082
Si, -1.0828, -5.2452, 19.0766, 0.0608, -0.0492, 0.188
Si, -2.4966, -4.3584, 14.61, -0.0019, 0.0729, -0.2914
Si, 1.7465, -1.9911, 21.5456, 0.0374, -0.0832, 0.3265
Si, 5.5801, -0.8723, 23.1987, 0.0008, 0.0419, 0.2489
Si, 3.3351, -5.2453, 23.8142, -0.0049, 0.0262, 0.1127
Si, 1.7725, -0.84, 26.5923, 0.0412, -0.0489, -0.2834
Si, -2.8841, 0.5546, 24.2636, -0.0496, 0.0388, 0.0995
Si, 1.7185, -1.0563, 9.8089, 0.079, -0.0198, -0.1965
Si, -3.771, -2.4699, 20.977, -0.0322, 0.1077, 0.2463
Si, 4.5223, 1.633, 21.9883, 0.0326, -0.0146, 0.22
Si, 5.5964, -4.1706, 14.6537, 0.1358, 0.0386, -0.1879
Si, 1.5045, 1.7322, 17.7813, -0.0412, 0.0154, 0.0343
Si, 7.2046, -2.0135, 13.6629, 0.128, 0.0451, -0.2193
Si, 0.952, -7.0064, 19.9254, -0.0123, -0.0436, 0.2677
Si, -0.4721, -0.2437, 16.8339, -0.0039, 0.0191, -0.1449
Si, 4.5543, -2.5443, 17.0536, 0.0419, -0.0524, -0.0587
Si, 5.9761, 2.6231, 16.3273, 0.041, -0.0383, -0.2327
Si, 1.6429, -2.2932, 15.6668, -0.0718, 0.0669, -0.202
Si, 5.2218, -4.3009, 19.461, -0.0259, -0.0064, 0.1981
Si, 7.3306, 1.1379, 13.8324, -0.0873, -0.0199, -0.2098
Si, 5.5463, 0.1617, 18.0258, -0.0377, 0.0197, 0.0708
Si, 1.3212, 3.3083, 15.2523, 0.0236, -0.0426, -0.1212
Si, -1.0197, -3.4494, 21.7706, 0.0253, -0.0626, 0.315
Si, 2.6944, -4.7895, 20.8743, -0.0118, 0.0271, 0.3234
Si, -3.8086, -7.8629, 21.3942, -0.0384, -0.0542, 0.2784
Si, 3.3049, 1.7478, 27.1585, 0.0743, 0.0061, 0.0085
Si, 7.0653, 4.2994, 9.6187, -0.0893, -0.0367, -0.0555
Si, -1.5714, -3.1473, 12.2449, -0.094, 0.0332, -0.0044
Si, 3.0872, -8.1337, 24.2724, -0.1361, 0.1741, -0.2625
Si, -1.6125, 0.9222, 21.5387, -0.0419, 0.0297, 0.3257
Si, -2.2562, -3.7606, 27.0661, 0.1633, 0.0118, -0.0475
Si, -1.6828, -4.4504, 9.5486, 0.0653, 0.1076, -0.2028
Si, -1.4227, -7.8707, 24.7333, -0.0436, -0.0789, -0.0091
Si, 3.2585, -2.328, 24.3179, 0.0868, -0.1441, -0.0627
Si, -4.5566, -6.0021, 26.9451, 0.0447, -0.0935, 0.0218
Si, -1.8778, -4.78, 24.368, -0.0729, -0.1263, -0.0084
Si, -3.8841, -6.3843, 18.5293, -0.0131, -0.0958, 0.1249
Si, -4.5754, -5.8855, 23.8527, 0.0212, 0.1326, -0.1176
Si, 0.8568, -1.2737, 12.8693, -0.2248, -0.0451, 0.0248
Si, 5.4752, 2.6913, 11.8422, 0.0837, -0.0325, 0.064
Si, -0.7111, 0.5443, 26.2279, -0.2647, 0.1888, -0.3215
Si, -2.621, -0.553, 18.9464, 0.0108, 0.0172, 0.1584
Si, 3.1701, 0.2997, 19.8313, 0.0425, 0.0674, 0.2518
Si, 3.962, 1.2311, 9.5635, 0.0759, 0.101, -0.1171
Si, -0.6006, 1.1585, 14.0544, -0.0724, -0.1577, -0.1428
O, 8.1586, -2.7365, 14.8113, -0.013, -0.0153, 0.1559
O, 6.8502, -1.394, 8.0962, -0.0162, 0.0309, -0.706
O, -2.795, -2.3525, 27.6963, -0.0607, 0.0025, 0.1799
O, 4.8428, -2.0963, 23.9759, -0.0381, 0.0275, -0.0458
O, 4.7043, 1.3586, 27.8897, -0.0553, 0.0179, 0.0689
O, 5.9419, 5.0346, 8.7009, -0.0003, -0.0207, -0.0015
O, 5.8088, -5.3619, 18.3908, -0.0095, 0.0232, -0.0665
O, 4.349, -5.1164, 14.2187, -0.0391, 0.0579, 0.0645
O, 4.0998, -4.099, 8.1424, -0.0327, 0.0267, -0.5768
O, 1.3968, 4.0858, 8.0859, 0.0071, -0.01, -0.6373
O, 2.4827, -5.2058, 22.4311, -0.0346, 0.0083, -0.1837
O, -4.6929, -0.69, 28.4994, -0.0603, -0.0246, 0.5512
O, 3.3885, -3.5587, 28.4981, 0.0891, -0.0142, 0.4014
O, -3.8308, 0.4099, 18.4457, -0.0039, 0.0139, -0.0404
O, 1.4356, -1.9327, 27.7587, 0.0713, -0.0159, 0.1862
O, 2.5797, -7.8952, 27.8242, 0.063, -0.0828, 0.0537
O, -4.6532, -1.4179, 21.8478, 0.1117, -0.1033, -0.1925
O, -2.4212, -3.405, 8.5611, 0.0751, 0.0071, 0.0567
O, -1.3445, 1.3148, 8.1794, -0.0197, 0.0561, -0.5903
O, 4.2158, -8.1419, 23.088, -0.0152, -0.0027, 0.0291
O, 7.7622, 3.0805, 8.7977, -0.004, 0.0059, -0.0594
O, 3.3967, 2.4775, 8.687, -0.0173, -0.0543, -0.0723
O, -0.6291, -8.7681, 25.8707, 0.1214, -0.1275, 0.0806
O, 2.3333, -1.8842, 23.0591, -0.0889, 0.013, -0.1258
O, -4.7491, -6.4841, 25.3843, -0.0435, 0.0127, 0.2846
O, -1.0846, -3.5797, 10.7749, 0.0121, -0.0119, -0.0847
O, -3.4446, -4.7061, 23.8952, 0.0022, 0.0052, 0.0211
O, 5.3785, -3.6001, 16.1483, -0.0422, 0.0278, 0.1583
O, 6.9565, 3.4858, 17.3083, 0.0558, 0.0392, 0.0409
O, 4.5076, -3.1172, 18.5886, -0.021, 0.0373, -0.0329
O, 0.1394, -2.2911, 21.7068, 0.0011, -0.0168, -0.0975
O, 2.3035, -2.3586, 8.9987, -0.0031, -0.0147, -0.1826
O, 5.2393, 0.5239, 8.8374, -0.0653, 0.0164, -0.1235
O, 1.6875, -5.5696, 19.8913, -0.0473, 0.0144, -0.1178
O, 7.0171, -0.4549, 14.0072, -0.0235, -0.0026, 0.0927
O, 7.9952, -2.2249, 12.2266, 0.0115, -0.028, 0.0873
O, 4.435, 0.186, 22.7303, -0.0308, 0.0406, -0.1021
O, 4.994, -5.4656, 27.6384, -0.0424, 0.0547, 0.1486
O, -4.6291, -3.7833, 20.5721, -0.0557, -0.0489, -0.1358
O, 2.4939, 0.6095, 18.3919, 0.0016, 0.0196, -0.0751
O, -1.4748, -4.9436, 15.6889, 0.0985, -0.0728, 0.1548
O, -2.4794, -2.7614, 21.9125, -0.0371, 0.0123, -0.0827
O, -0.3931, -2.2989, 12.9515, 0.0251, 0.0215, 0.0457
O, -2.5582, -5.4525, 18.4524, -0.0008, 0.0252, -0.0645
O, -0.0126, 1.0879, 21.8444, -0.0305, -0.007, -0.086
O, 1.7908, -8.9142, 23.6479, 0.1202, -0.0279, 0.0668
O, 6.9751, -5.087, 14.6654, -0.0611, 0.003, 0.0743
O, 0.1808, 2.5551, 14.3565, 0.046, 0.1197, 0.0621
O, -4.3772, -0.0806, 24.248, 0.0284, -0.0302, -0.0805
O, -2.1564, -8.8539, 28.6926, 0.0605, -0.0758, 0.4724
O, 1.82, -1.6962, 14.135, 0.0783, -0.028, 0.1285
O, -3.5183, -4.77, 27.0718, -0.0433, -0.0131, -0.0638
O, -0.8837, -4.432, 23.1033, -0.0001, 0.0828, -0.1098
O, -0.4089, -5.148, 8.8277, -0.0283, 0.025, -0.1211
O, 1.533, -1.4133, 11.3919, 0.0016, -0.0013, -0.1513
O, 3.0764, -2.3647, 16.409, 0.0517, 0.0054, 0.0738
O, 4.4048, 1.8208, 10.9972, -0.0824, -0.1015, -0.1213
O, -3.958, -7.0763, 19.9988, -0.0043, 0.0824, -0.1901
O, -1.6708, -6.2847, 25.0631, 0.0021, 0.0348, 0.0186
O, 0.6857, -6.2352, 28.5678, 0.0349, 0.0102, 0.6121
O, 0.523, -0.3612, 25.6477, 0.1166, -0.0638, 0.13
O, -0.6108, -6.7382, 19.5674, -0.0169, 0.0414, -0.0721
O, 3.5995, -8.9166, 25.5841, 0.0299, -0.0658, 0.2603
O, -1.6641, -3.6541, 25.5382, -0.0802, 0.0852, 0.1867
O, 0.3334, 0.2681, 13.0465, 0.0397, 0.0439, 0.0719
O, 4.6648, 3.5799, 12.9071, -0.0479, 0.0427, 0.104
O, 3.0254, -3.9044, 24.6867, -0.0109, 0.0253, -0.0495
O, -2.2194, 0.1348, 22.8325, 0.0593, -0.0295, -0.1617
O, 5.7995, -2.8763, 13.6366, -0.0913, -0.0817, 0.1252
O, 4.1843, -5.1362, 20.3857, 0.0778, 0.0146, -0.1229
O, 3.4183, 1.621, 20.7883, -0.0579, -0.0653, -0.1831
O, -2.0633, 1.4601, 13.402, 0.0935, 0.0204, 0.0612
O, 4.8837, 3.5746, 15.578, 0.0026, -0.0119, 0.1488
O, 4.6803, -0.1682, 19.3909, 0.0062, -0.039, -0.092
O, -0.6141, 0.2852, 27.8206, 0.0231, -0.0211, 0.2459
O, 2.4254, -3.2072, 20.7227, 0.0251, 0.0021, -0.1438
O, -3.9811, -7.252, 27.8186, 0.0206, 0.0214, 0.1997
O, 8.1983, 5.3732, 10.0754, 0.0043, 0.012, 0.0553
O, -1.0166, -4.2742, 20.376, -0.0042, -0.073, -0.1659
O, 6.4394, 1.6314, 12.5825, -0.0221, 0.0477, 0.0552
O, 0.0243, 1.0573, 17.6891, 0.0181, 0.0531, 0.0584
O, 0.963, -3.779, 15.6112, 0.0044, -0.0531, 0.0423
O, 1.9576, 2.2185, 16.2965, 0.0276, -0.0301, 0.0547
O, 2.5229, 3.8803, 14.3267, -0.1294, 0.0203, 0.0597
O, 2.3304, 0.472, 27.3676, -0.0421, 0.0407, 0.1116
O, 5.348, -1.1181, 17.0355, 0.0005, -0.0027, -0.0207
O, -0.5196, -7.7578, 23.3961, 0.0344, -0.0519, -0.112
O, -2.8062, -8.738, 24.4449, 0.0214, 0.0158, -0.0429
O, -0.9712, 0.2865, 15.383, -0.0099, -0.0061, 0.1538
O, -1.8499, -4.5146, 13.1078, -0.0081, -0.0108, 0.1259
O, 2.7921, 0.1441, 9.7233, -0.0478, -0.0358, 0.1103
O, -3.2966, -1.9043, 19.5288, 0.0147, -0.0013, -0.1437
O, -4.0427, -6.8955, 22.6849, -0.0223, -0.025, -0.0176
O, 2.9163, -1.433, 25.6111, -0.0596, 0.0937, 0.1804
O, 1.1906, -7.5764, 21.418, 0.0329, 0.085, -0.2316
O, -1.6688, -0.9315, 17.6867, 0.011, -0.0214, -0.0123
O, -1.0447, -4.3391, 27.9717, -0.0096, 0.0061, 0.0273
O, 6.0282, 1.8716, 21.4393, 0.009, 0.009, -0.1159
O, 0.3577, -0.534, 9.0372, -0.0155, 0.0102, -0.1725
O, -0.1272, -4.6282, 17.904, 0.0191, 0.0075, -0.0007
O, 0.7118, -1.3191, 16.5796, -0.0137, -0.0037, 0.0858
O, 6.3528, 3.7033, 10.9377, 0.0959, 0.084, -0.1524
O, 6.9248, 1.89, 15.2152, -0.029, 0.0683, 0.1936
O, 4.9213, -5.266, 23.445, 0.0313, -0.0437, -0.0149
O, 2.1824, -0.6911, 20.6692, 0.0361, 0.051, -0.1538
O, 1.5678, -7.956, 18.7913, 0.0181, -0.0289, -0.1069
O, 5.1403, 1.5269, 17.2175, -0.0221, -0.0458, 0.0651
O, -2.0628, -0.0608, 25.5304, 0.0437, 0.0075, 0.06
O, -1.7559, 0.1192, 20.1488, -0.0304, -0.0508, -0.166
O, 2.8283, -6.561, 24.6426, 0.045, -0.0491, -0.0073
O, -2.3409, -8.5614, 21.4231, -0.029, 0.0339, -0.1381
O, 0.6647, 4.5433, 16.0743, -0.009, 0.0201, 0.0695

Results
free energy: -155248.042 eV
free energy less fixed offsets of O -568.88, Si -635.61 eV per atom: -5.642 eV

The program warned: the cutoff lies below the one the program advises for these potential files; the forces do not sum to zero within the program's tolerance; the exchange-correlation potential is rough where the density is thin.
